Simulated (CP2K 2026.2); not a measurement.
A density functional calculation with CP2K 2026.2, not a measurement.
Periodic cell of 504 atoms, Si360O144, from a study of silicon, its oxide and their interface. The atomic structure is a simulated model.
Doubt: the forces sum to 1.31 eV/angstrom along one axis rather than to zero, so they err by at least 0.0026 eV/angstrom per atom on average; the grid cutoff is modest.

Settings: functional PBE; method Gaussian and plane waves; basis set DZVP-MOLOPT-SR-GTH; pseudopotentials GTH-PBE; grid cutoff 350 Ry, relative cutoff 50 Ry; k points Gamma only; occupations fixed; spin none; net charge 0.

Cell vectors (angstrom)
a 16.32 0 0
b 0 16.32 0
c -6.074 4.2539 35.019

Atoms and the computed forces on them: element, x, y, z (angstrom), force x, y, z (eV/angstrom)
Si 1.647 14.753 0.107 -0.197 0.022 0.739
Si 3.774 1.576 0.143 0.162 -0.066 0.705
Si 1.578 3.811 0.192 -0.038 0.106 0.715
Si 4.342 6.593 0.054 -0.179 0.092 0.758
Si -4.909 13.972 34.99 0.188 -0.117 0.759
Si 3.853 12.501 0.065 0.148 -0.204 0.769
Si 7.122 14.538 0.01 -0.08 0.319 0.747
Si 3.852 5.51 34.981 -0.438 0.204 0.727
Si 0.482 8.611 34.931 0.145 -0.192 0.738
Si 9.155 7.129 0.02 0.231 -0.21 0.744
Si 6.903 9.268 0.371 0.032 0.112 0.709
Si 9.299 12.266 0.158 0.234 -0.055 0.726
Si 5.962 19.462 34.984 0.228 -0.281 0.77
Si 14.751 1.743 0.17 0.009 -0.217 0.705
Si 12.387 3.824 0.103 -0.099 0.26 0.649
Si 14.72 7.184 0.223 0.051 -0.24 0.761
Si 12.444 9.352 0.099 -0.281 0.16 0.747
Si 9.081 16.113 34.8 -0.104 0.329 0.704
Si 2.704 16.317 1.487 -0.007 0.002 -0.044
Si 5.445 2.758 1.278 0.003 0.011 -0.052
Si 2.754 5.447 1.363 0.019 0.013 -0.051
Si 5.401 8.034 1.576 -0.017 -0.015 -0.029
Si 2.705 10.879 1.327 -0.006 0.004 -0.033
Si 5.475 13.575 1.388 -0.011 0.019 -0.021
Si 8.188 16.363 1.113 0.021 -0.031 -0.058
Si 10.931 2.687 1.51 0.004 -0.008 -0.048
Si 8.139 5.433 1.303 -0.014 -0.007 -0.087
Si 10.811 8.192 1.33 0.01 -0.011 -0.032
Si 8.115 10.853 1.564 -0.009 0.004 -0.023
Si 10.929 13.559 1.269 -0.011 0.027 -0.041
Si 13.626 16.328 1.305 -0.014 0.012 -0.073
Si -0.012 2.773 1.547 0.008 -0.012 -0.02
Si 13.554 5.473 1.326 0.01 0.039 -0.04
Si 0.039 8.252 1.452 0.003 0.021 -0.051
Si 13.646 10.904 1.342 0.023 -0.005 -0.053
Si -0.051 13.527 1.167 0.01 -0.027 -0.067
Si 1.315 1.325 2.826 0.015 0.006 0.04
Si 4.108 4.079 2.733 0.015 -0.001 0.041
Si 1.382 6.81 2.72 0.004 -0.014 0.014
Si 4.026 9.515 2.745 -0.004 0.014 0.006
Si 1.314 12.241 2.665 -0.014 -0.001 0.039
Si 4.143 14.975 2.753 -0.012 -0.01 0.035
Si 6.826 1.35 2.576 0.001 -0.015 -0.009
Si 9.497 4.09 2.7 -0.011 0.031 0.008
Si 6.832 6.705 2.834 0.033 -0.013 0.027
Si 9.551 9.515 2.808 0.006 -0.009 0.027
Si 6.737 12.226 2.83 0.002 0.006 0.027
Si 9.528 14.984 2.591 0.004 0.012 0.027
Si 12.298 1.308 2.791 0 -0.03 0.024
Si 14.929 4.179 2.779 -0.029 0.013 0.024
Si 12.167 6.801 2.692 0.006 0.011 0.03
Si 14.971 9.582 2.785 -0.011 0.005 0.038
Si 12.281 12.264 2.682 -0.036 -0.024 -0.003
Si 14.977 14.914 2.611 0.022 0.011 0.008
Si -0.042 16.251 4.091 -0.008 0.002 0.01
Si 2.728 2.72 4.094 0.009 0.008 -0.024
Si 0.004 5.494 4.11 -0.013 0.009 0.006
Si 2.7 8.16 4.115 0 0.004 -0.004
Si 0.009 10.925 4.124 0.009 0.01 -0.005
Si 2.713 13.592 4.039 -0.012 -0.004 -0.028
Si 5.501 16.357 4.052 -0.008 0.008 0.012
Si 8.144 2.693 4.021 -0.01 0.001 0.004
Si 5.446 5.379 4.16 -0.009 0.004 -0.006
Si 8.18 8.133 4.135 -0.019 -0.004 -0.01
Si 5.387 10.847 4.134 -0.004 -0.003 0.022
Si 8.177 13.642 4.039 -0.005 0.022 -0.024
Si 10.868 16.277 4.064 0.009 -0.01 -0.01
Si 13.618 2.735 4.11 0.01 -0.024 -0.003
Si 10.851 5.44 4.083 0.005 0.005 -0.003
Si 13.569 8.166 4.055 0.015 -0.011 -0.019
Si 10.929 10.907 4.085 0.001 0 0.002
Si 13.62 13.618 4.047 0.017 0 0
Si 1.358 14.967 16.327 -0.006 0.001 0.003
Si 4.072 17.677 16.314 -0.005 -0.009 -0.007
Si 1.365 4.073 16.314 -0.014 0 -0.011
Si 4.086 6.782 16.318 0.006 0.002 -0.005
Si 1.352 9.51 16.318 0.014 -0.016 -0.006
Si 4.101 12.228 16.347 -0.005 0.005 0.001
Si 6.786 14.933 16.317 -0.005 0.006 0.003
Si 9.539 17.687 16.294 0.001 -0.006 -0.011
Si 6.793 4.107 16.298 0.01 -0.018 -0.006
Si 9.509 6.84 16.343 0.008 0.002 -0.005
Si 6.799 9.506 16.337 -0.007 -0.007 -0.012
Si 9.513 12.203 16.302 0.006 0.002 -0.007
Si 12.261 14.945 16.307 -0.003 0.003 -0.006
Si -1.336 17.676 16.269 0.003 0.03 -0.014
Si 12.2 4.092 16.283 0.003 0.001 -0.009
Si -1.346 6.827 16.296 0.008 -0.001 -0.015
Si 12.226 9.546 16.358 0.01 -0.004 -0.001
Si -1.388 12.249 16.368 0 -0.002 0.003
Si 2.726 16.317 17.694 -0.001 0.023 0.008
Si 5.403 2.771 17.639 0.008 0.004 0.017
Si 2.704 5.445 17.679 0.015 -0.018 0.001
Si 5.475 8.1 17.686 0.005 0.014 0.007
Si 2.75 10.824 17.667 -0.004 -0.018 0.019
Si 5.46 13.577 17.735 0.023 -0.014 0.001
Si 8.167 16.317 17.611 0.011 -0.004 0.017
Si 10.876 2.728 17.682 0.007 0.006 0.01
Si 8.174 5.432 17.676 -0.021 0.011 -0.006
Si 10.822 8.243 17.729 -0.016 0.005 0.023
Si 8.138 10.886 17.698 0.007 -0.009 0.004
Si 10.921 13.522 17.624 0.006 0 0.022
Si -2.709 16.358 17.628 0.013 -0.004 0.003
Si 0.036 2.668 17.652 -0.005 -0.004 0.018
Si -2.751 5.474 17.579 0.005 0.005 0.003
Si -0.023 8.19 17.704 -0.024 0.001 -0.003
Si -2.744 10.885 17.765 -0.018 -0.007 0.004
Si -0.01 13.625 17.696 0.001 -0.006 0.028
Si 1.414 17.681 19.099 0.005 0.001 -0.01
Si 4.031 4.084 19.065 -0.004 -0.01 -0.018
Si 1.334 6.809 19.025 0.001 0.002 -0.011
Si 4.112 9.436 19.037 -0.01 0.003 -0.037
Si 1.374 12.197 18.975 0.014 0.004 -0.027
Si 4.088 14.956 19.054 -0.009 0.008 -0.008
Si 6.828 17.754 18.912 0.027 -0.008 -0.038
Si 9.536 4.103 19.054 -0.005 -0.007 -0.012
Si 6.829 6.743 19.077 0.006 -0.008 -0.019
Si 9.439 9.603 19.159 0.021 -0.03 -0.004
Si 6.814 12.204 19.126 -0.021 0.012 0.001
Si 9.538 14.884 18.884 -0.029 0.019 -0.039
Si 12.25 17.679 19.015 0.011 0.003 -0.013
Si -1.433 4.029 18.855 -0.011 -0.011 -0.037
Si 12.264 6.871 18.956 0.006 0 -0.038
Si -1.36 9.538 19.129 0 0.005 -0.022
Si 12.186 12.222 19.148 -0.019 -0.015 0.012
Si -1.362 15.06 19.025 0.022 0.002 -0.003
Si 0.047 16.328 20.462 -0.004 -0.01 0.037
Si 2.719 2.758 20.528 -0.014 0.003 0.039
Si -0.128 5.394 20.177 -0.007 -0.005 0.046
Si 2.725 8.101 20.421 0.004 0.002 0.043
Si 0.04 10.92 20.446 -0.004 -0.028 0.034
Si 2.76 13.494 20.348 0.001 -0.007 0.049
Si 5.472 16.429 20.261 -0.014 0.042 0.037
Si 8.14 2.75 20.38 -0.019 0.002 0.049
Si 5.423 5.399 20.421 0.005 -0.004 0.045
Si 8.136 8.12 20.481 0.017 0.004 0.031
Si 5.481 10.754 20.453 -0.016 -0.009 0.046
Si 8.221 13.637 20.373 0.014 -0.02 0.049
Si 10.864 16.232 20.223 -0.003 -0.001 0.047
Si -2.703 2.731 20.353 0.01 0.004 0.053
Si 10.969 5.489 20.309 -0.004 0.009 0.057
Si -2.808 8.217 20.447 -0.007 0.029 0.027
Si 10.709 10.996 20.638 -0.003 0.066 0.021
Si -2.741 13.711 20.351 -0.02 -0.011 0.025
Si 1.209 14.635 21.656 0.036 0.204 -0.78
Si 4.408 17.901 21.732 -0.227 -0.01 -0.744
Si 0.983 3.968 21.63 0.274 -0.04 -0.696
Si 4.22 6.878 21.793 -0.203 -0.171 -0.68
Si 1.678 9.757 21.707 -0.179 -0.071 -0.768
Si 3.915 11.922 21.71 0.067 0.186 -0.784
Si 7.076 15.299 21.492 -0.112 -0.022 -0.817
Si 9.312 17.386 21.484 -0.002 0.151 -0.764
Si 6.564 3.847 21.763 0.112 0.121 -0.76
Si 9.857 7.022 21.66 -0.184 -0.018 -0.793
Si 6.483 9.113 21.854 0.22 0.208 -0.703
Si 9.636 12.727 22.057 -0.167 -0.369 -0.672
Si 11.997 14.815 21.715 0.137 0.073 -0.76
Si -1.105 17.974 21.707 -0.104 -0.182 -0.788
Si 12.492 4.335 21.663 -0.105 -0.193 -0.78
Si -1.642 6.512 21.552 -0.012 0.174 -0.745
Si 11.906 9.369 21.811 0.195 0.14 -0.692
Si -1.136 12.605 21.612 -0.016 -0.154 -0.688
Si 0.834 7.429 25.95 0.112 -0.065 -0.168
Si 8.973 10.005 26.491 0.025 0.06 -0.071
Si 10.95 17.843 30.516 0.071 -0.063 -0.061
Si 5.219 16.484 28.269 0.001 -0.005 0.112
Si 9.018 3.736 25.789 -0.017 -0.031 -0.085
Si 7.238 14.485 29.692 0.106 0.119 0.005
Si 0.877 16.405 30.966 0.038 0.063 0.007
Si 1.662 10.497 30.2 -0.031 -0.033 -0.073
Si 4.525 14.668 32.915 0.045 0.001 0.197
Si 3.732 11.773 32.152 -0.026 0.022 0.21
Si 11.294 11.342 27.815 -0.108 -0.047 -0.014
Si 8.169 12.699 25.005 0.121 0.024 -0.26
Si 7.153 9.392 28.989 0.044 -0.076 -0.014
Si 9.657 5.881 32.291 -0.015 -0.006 -0.005
Si 9.991 18.753 28.028 0.019 -0.007 -0.089
Si 0.562 12.074 27.938 0.024 0.032 0.021
Si -0.881 14.894 33.061 -0.114 -0.001 0.032
Si 0.461 15.219 28.081 0.041 -0.169 -0.024
Si -5.545 8.588 32.331 0.019 -0.04 -0.029
Si 4.578 7.519 32.729 0.035 -0.097 0.217
Si 7.248 8.552 24.638 0.082 0.058 -0.073
Si 8.282 16.665 31.746 -0.02 -0.041 0.256
Si 7.089 6.942 30.846 -0.081 0.081 0.05
Si 7.175 18.693 27.531 0.076 0.021 0.029
Si 6.547 11.723 30.883 0.049 -0.002 0.023
Si 1.042 5.417 27.911 0.109 -0.079 0.068
Si 6.082 4.539 29.615 -0.022 -0.184 0.047
Si 3.978 5.742 27.886 0.038 0.064 0.005
Si 4.059 16.847 31.048 -0.066 -0.039 0.037
Si -2.326 15.17 26.533 -0.015 -0.078 -0.019
Si 1.71 8.126 32.013 -0.055 -0.01 0.193
Si 9.105 10.845 32.337 0.015 -0.01 -0.029
Si -2.985 16.721 23.903 -0.096 0 -0.207
Si 2.755 3.607 26.338 -0.116 0.009 -0.079
Si -2.015 4.792 32.266 -0.003 0.034 0.056
Si 6.025 18.77 31.972 0.02 0.011 0.151
Si 2.414 5.462 23.96 0.049 0.043 0.027
Si 11.088 18.778 23.73 0.084 0.043 -0.087
Si 2.77 16.75 26.609 0.056 0.06 0.033
Si -2.285 12.067 26.472 0.137 0.1 -0.088
Si -2.437 10.741 23.641 -0.109 0.022 -0.045
Si 0.066 19.217 32.033 0.104 -0.078 0.011
Si 5.06 8.542 26.929 -0.017 -0.115 -0.086
Si 11.432 16.302 28.029 0.061 0.074 0.038
Si -3.001 12.695 32.8 -0.012 0.016 0.178
Si 2.386 9.802 27.41 -0.085 0.086 0.043
Si 5.52 13.681 23.755 -0.002 -0.021 -0.07
Si 0.367 5.537 30.858 -0.037 0.08 0.128
Si 8.071 5.724 23.826 -0.069 -0.064 -0.18
Si 9.425 13.917 27.5 -0.028 -0.01 -0.116
Si -0.333 8.461 23.525 0.058 0.012 -0.081
Si -4.706 11 30.915 0.049 0 0.111
Si -4.762 20.067 32.22 -0.009 -0.058 0.015
Si 3.279 15.76 23.806 0.176 -0.041 -0.275
Si 1.363 14.933 5.434 0.004 -0.004 0.014
Si 4.108 1.362 5.43 0.001 -0.011 0.01
Si 1.36 4.091 5.44 0.005 -0.007 0.001
Si 4.081 6.796 5.459 0.009 0.004 0.006
Si 1.346 9.528 5.467 -0.007 0.006 0.006
Si 4.04 12.237 5.45 -0.016 -0.002 0.001
Si 6.829 14.984 5.425 0 0.002 0.012
Si 9.516 1.35 5.402 0.001 0.005 -0.001
Si 6.812 4.014 5.466 0.005 0 0.016
Si 9.529 6.784 5.485 -0.006 -0.003 0.009
Si 6.791 9.501 5.458 0.004 -0.006 0.011
Si 9.531 12.267 5.41 0.003 0.009 0.004
Si 12.24 14.944 5.427 -0.005 0.006 0.019
Si 14.96 1.344 5.447 -0.01 -0.005 0.009
Si 12.221 4.078 5.44 0.007 0.01 0.003
Si 14.941 6.835 5.445 -0.003 0.012 0.014
Si 12.251 9.529 5.451 0.006 -0.003 0.002
Si 14.958 12.273 5.454 0 0.008 0.014
Si 2.732 16.311 6.775 0 0.004 -0.003
Si 5.443 2.693 6.833 0.006 -0.001 -0.003
Si 2.713 5.443 6.813 -0.005 0.005 -0.002
Si 5.438 8.148 6.824 0.003 -0.001 0.007
Si 2.707 10.879 6.827 -0.002 0.001 0.001
Si 5.441 13.61 6.767 0 0.006 -0.005
Si 8.173 16.328 6.801 -0.003 0.002 0
Si 10.864 2.71 6.787 -0.004 -0.003 0.002
Si 8.161 5.408 6.813 -0.002 -0.005 0.006
Si 10.89 8.167 6.814 0 -0.004 -0.006
Si 8.164 10.895 6.775 -0.006 -0.005 -0.008
Si 10.888 13.593 6.801 0.009 0.006 -0.003
Si 13.582 16.32 6.798 -0.001 0.003 -0.002
Si 0.011 2.71 6.795 0.004 -0.008 0
Si 13.593 5.443 6.791 0.002 0.005 -0.008
Si -0.02 8.177 6.819 -0.013 0.004 0.003
Si 13.609 10.889 6.807 0.006 0.003 0
Si 0.003 13.606 6.821 0 -0.003 0
Si 1.375 1.351 8.148 0.012 0.007 -0.003
Si 4.078 4.077 8.166 0.004 -0.001 -0.004
Si 1.348 6.805 8.166 -0.001 0.006 -0.011
Si 4.078 9.519 8.174 -0.004 0 -0.005
Si 1.351 12.238 8.182 -0.009 -0.009 0.002
Si 4.087 14.955 8.148 -0.005 0.002 -0.009
Si 6.809 1.342 8.181 -0.003 0.003 0.004
Si 9.523 4.063 8.171 -0.005 -0.005 -0.009
Si 6.801 6.78 8.166 -0.004 -0.003 -0.002
Si 9.516 9.532 8.15 0.005 0 0.001
Si 6.797 12.248 8.138 0.002 0.005 -0.007
Si 9.529 14.962 8.156 0.002 0.009 -0.001
Si 12.226 1.36 8.156 -0.002 -0.003 -0.002
Si -1.362 4.077 8.147 -0.009 -0.003 -0.006
Si 12.247 6.8 8.167 0.006 0.005 0
Si -1.363 9.534 8.181 0.008 0.002 0.001
Si 12.241 12.237 8.166 -0.005 -0.006 -0.003
Si -1.365 14.971 8.162 0.005 0.002 -0.007
Si 0.005 16.324 9.514 -0.006 0.003 -0.004
Si 2.721 2.712 9.52 -0.001 -0.003 0.001
Si -0.01 5.439 9.519 0.008 0.001 -0.001
Si 2.711 8.161 9.529 0 0.001 0.006
Si -0.001 10.881 9.542 -0.009 0 0.003
Si 2.728 13.6 9.518 -0.001 -0.001 -0.006
Si 5.442 16.303 9.525 0.006 0.001 -0.002
Si 8.162 2.711 9.534 -0.003 0.007 0.001
Si 5.436 5.433 9.527 -0.002 0.004 -0.001
Si 8.16 8.161 9.508 -0.004 -0.005 -0.003
Si 5.443 10.888 9.514 -0.001 -0.006 -0.001
Si 8.158 13.601 9.508 0 0.005 -0.003
Si 10.878 16.321 9.526 0.003 0.005 0.001
Si 13.595 2.722 9.511 -0.005 -0.004 0.002
Si 10.884 5.435 9.518 -0.008 -0.006 -0.007
Si 13.6 8.163 9.528 0.006 0.01 -0.004
Si 10.877 10.88 9.521 0.007 0.002 -0.002
Si 13.601 13.602 9.521 0.005 0 -0.004
Si 1.364 14.958 10.873 -0.001 0 -0.004
Si 4.083 1.351 10.877 0.009 0 0.002
Si 1.356 4.076 10.871 0.005 -0.008 -0.001
Si 4.077 6.8 10.88 0.002 -0.005 -0.002
Si 1.358 9.519 10.899 -0.01 0.009 0.003
Si 4.079 12.237 10.885 -0.003 0.012 0.004
Si 6.801 14.948 10.886 -0.007 0 0.001
Si 9.522 1.357 10.894 -0.009 -0.003 0.001
Si 6.796 4.073 10.883 0.002 0 0
Si 9.52 6.8 10.868 0.011 0.001 0
Si 6.8 9.523 10.869 -0.003 0.002 0.004
Si 9.516 12.242 10.874 -0.001 -0.004 0.001
Si 12.24 14.96 10.88 -0.004 0.005 -0.001
Si -1.359 1.363 10.869 0.007 0.004 0
Si 12.241 4.081 10.883 0.008 0.009 0
Si -1.36 6.805 10.887 -0.013 0.004 0
Si 12.236 9.522 10.881 -0.004 -0.013 0.005
Si -1.362 12.243 10.887 0.01 -0.007 0.001
Si 2.722 16.314 12.235 -0.004 0.001 -0.002
Si 5.442 2.707 12.24 -0.005 0.001 0.004
Si 2.72 5.433 12.23 -0.004 0.008 0.001
Si 5.433 8.172 12.232 0.004 -0.001 0.003
Si 2.717 10.883 12.256 0.003 -0.013 0.007
Si 5.44 13.591 12.248 0.005 -0.005 0.003
Si 8.158 16.312 12.246 0.001 0.004 0.004
Si 10.88 2.725 12.249 0.002 0 0.007
Si 8.152 5.447 12.227 -0.013 -0.004 -0.005
Si 10.878 8.155 12.232 -0.01 -0.001 0.001
Si 8.162 10.876 12.234 0.007 0.002 0.001
Si 10.876 13.601 12.237 0.006 0.004 0
Si 13.607 16.319 12.231 0.005 -0.003 -0.001
Si -0.006 2.724 12.234 -0.004 0.002 0.004
Si 13.595 5.45 12.243 0.006 -0.001 0.003
Si -0.006 8.164 12.258 0.011 -0.008 0.005
Si 13.595 10.884 12.241 0 0.009 0
Si 0.013 13.593 12.237 -0.009 0.007 -0.001
Si 1.361 17.68 13.583 -0.006 0.001 0.003
Si 4.081 4.072 13.588 0.007 -0.008 0.002
Si 1.368 6.793 13.595 0.01 -0.016 0.004
Si 4.078 9.52 13.612 -0.005 0.005 0.006
Si 1.358 12.242 13.624 -0.01 0.011 0
Si 4.073 14.95 13.603 0.001 0.007 0.002
Si 6.797 17.668 13.608 0.009 -0.006 0
Si 9.504 4.094 13.593 -0.005 0.016 0.004
Si 6.797 6.814 13.584 -0.006 0.008 0.003
Si 9.521 9.512 13.589 0.014 -0.017 0.002
Si 6.802 12.226 13.601 -0.005 -0.002 0.009
Si 9.52 14.955 13.604 -0.005 0.002 0
Si 12.252 17.679 13.594 0.007 -0.005 0.008
Si -1.361 4.093 13.594 -0.001 0.007 -0.001
Si 12.235 6.812 13.606 0.001 0.001 -0.002
Si -1.369 9.536 13.614 -0.009 -0.003 0.005
Si 12.235 12.242 13.597 -0.003 -0.004 0.006
Si -1.352 14.948 13.583 0.017 -0.005 0.001
Si 0.011 16.304 14.93 -0.009 0.001 0
Si 2.719 2.715 14.947 0.001 0.001 0.009
Si 0.008 5.443 14.956 0.002 0.007 -0.004
Si 2.718 8.148 14.965 -0.006 -0.003 -0.006
Si -0.016 10.894 14.99 -0.004 -0.009 0.006
Si 2.729 13.594 14.988 0.001 0.005 0.001
Si 5.43 16.305 14.963 -0.006 -0.002 -0.001
Si 8.155 2.725 14.955 -0.011 0.006 -0.006
Si 5.439 5.45 14.93 -0.003 0.001 0.003
Si 8.154 8.167 14.955 -0.004 0.011 0.001
Si 5.446 10.872 14.973 0.007 -0.009 -0.001
Si 8.16 13.587 14.959 0.008 -0.005 -0.002
Si 10.896 16.313 14.952 0.004 0.003 -0.004
Si 13.6 2.735 14.949 0.014 -0.001 -0.002
Si 10.848 5.469 14.954 -0.003 -0.001 -0.001
Si 13.583 8.184 14.974 -0.002 -0.009 0.006
Si 10.882 10.867 14.946 -0.013 -0.002 -0.002
Si 13.612 13.592 14.949 0.001 0.008 0.001
O 8.524 18.057 28.177 0.113 -0.673 0.46
O -1.375 9.625 23.202 -0.069 -0.103 -0.61
O -1.727 5.106 33.825 0.544 -0.015 -0.076
O -2.482 13.623 26.08 -0.23 0.061 -0.2
O 10.198 4.474 31.694 -0.198 -0.298 -0.318
O 1.35 4.978 22.851 -0.319 0.326 -0.045
O 10.508 19.036 29.51 0.159 0.731 -0.027
O 4.05 16.005 27.265 0.011 -0.607 -0.277
O 8.275 11.327 25.86 -0.426 -0.205 0.026
O 8.184 16.356 22.087 -0.127 0.059 0.346
O -2.294 11.584 33.74 0.207 -0.205 -0.482
O 2.101 15.105 22.925 -0.081 -0.004 0.202
O -0.768 7.111 22.781 0.198 -0.296 0.244
O 7.181 7.023 24.125 -0.18 -0.222 -0.043
O 11.789 3.714 22.994 0.124 0.365 0.432
O 5.276 8.058 22.218 -0.177 0.02 0.36
O 5.874 14.223 33.685 0.372 0.01 -0.211
O 1.472 16.26 27.399 -0.333 0.158 0.176
O -4.232 13.33 33.65 -0.034 0.184 -0.453
O -1.796 17.409 23.06 0.188 0.169 0.572
O 4.856 15.535 31.591 0.446 -0.11 -0.406
O 10.225 17.913 22.7 0.123 -0.232 0.249
O -0.638 9.745 34.546 -0.027 -0.112 -0.311
O 6.401 14.558 22.749 0.276 0.207 0.115
O 6.081 17.537 27.409 -0.172 -0.179 -0.448
O -1.683 16.16 33.666 0.047 0.211 -0.611
O 8.346 16.408 33.361 -0.51 -0.12 -0.021
O 9.444 11.061 33.89 0.294 0.113 -0.004
O 6.595 3.557 28.454 0.151 -0.02 -0.14
O 7.626 19.253 26.07 -0.367 -0.23 -0.376
O 7.49 12.483 34.753 -0.106 -0.268 -0.197
O -4.931 19.778 33.796 -0.32 0.061 0.111
O 1.121 8.069 33.529 0.255 -0.293 0.047
O 0.262 15.436 32.085 0.354 -0.055 -0.023
O 3.667 6.118 23.146 0.127 0.027 0.405
O 10.871 8.173 22.259 -0.109 -0.074 0.339
O 9.816 3.808 27.203 0.277 0.643 0.393
O 1.117 8.985 23.036 0.199 0.002 0.227
O 7.641 11.379 32.014 -0.327 -0.068 0.093
O -4.482 9.501 31.517 0.579 -0.197 -0.158
O 8.856 13.824 25.97 0.005 0.519 -0.292
O 6.005 20.089 31.039 -0.036 0.307 0.209
O 8.914 12.544 23.54 0.07 -0.078 -0.011
O 7.203 4.572 23.084 0.185 0.15 0.402
O 0.938 4.17 31.524 0.545 -0.025 0.103
O 9.308 9.252 32.094 -0.46 -0.323 -0.475
O -3.684 15.576 23 0.143 -0.225 0.264
O 7.071 5.806 29.696 0.523 0.118 -0.499
O -3.865 10.133 23.167 -0.065 -0.043 0.495
O 5.49 19.024 22.27 -0.05 0.035 0.48
O 8.264 13.86 28.614 0.06 -0.457 0.112
O 3.333 8.302 32.04 0.209 0.448 -0.269
O 7.499 7.029 34.69 0.053 -0.181 -0.576
O 3.556 10.94 33.539 -0.032 -0.303 -0.16
O 10.273 15.034 34.469 -0.044 0.066 -0.28
O 0.373 19.054 33.593 -0.187 -0.065 0.048
O 2.956 18.356 26.586 0.177 0.06 0.026
O 1.331 6.765 31.23 0.113 -0.061 -0.377
O 5.429 8.442 33.781 0.08 0.488 0.039
O -0.027 2.797 22.187 0.038 -0.149 0.587
O 6.135 15.293 28.827 -0.042 -0.058 -0.334
O 9.558 5.625 33.882 0.488 -0.108 0.08
O 1.687 11.243 27.085 0.132 0.327 -0.679
O 2.185 17.669 34.666 -0.021 -0.105 -0.289
O 2.777 10.858 22.234 -0.052 0.04 0.214
O 11.027 17.715 27.321 0.202 0.037 -0.492
O 8.648 5.185 25.227 -0.09 0.433 0.6
O 5.804 8.88 28.304 -0.29 -0.103 0.137
O 9.719 17.262 31.359 0.05 -0.128 0.335
O 1.063 9.38 31.208 -0.703 0.25 0.143
O 7.112 17.724 31.393 0.123 0.157 -0.515
O -1.139 5.839 31.397 -0.1 0.681 -0.281
O 3.847 9.599 26.76 0.197 0.467 -0.375
O 1.517 8.59 26.816 -0.031 0.074 0.022
O 10.213 11.622 31.457 -0.258 0.727 -0.054
O 0.55 11.408 29.431 -0.46 0.026 0.318
O -0.968 15.349 27.365 -0.067 0.184 0.04
O 2.539 16.317 25.095 -0.561 -0.104 -0.256
O 3.664 15.624 33.891 -0.325 -0.214 -0.205
O 6.493 19.058 33.496 0.519 -0.229 -0.178
O -3.426 6.93 34.696 -0.099 -0.003 -0.548
O 8.208 6.394 31.856 -0.229 0.108 0.158
O 10.905 13.738 22.308 0.269 0.186 0.343
O 0.379 15.727 29.602 -0.169 0.103 -0.052
O 3.936 17.004 23.006 -0.198 -0.132 0.225
O 0.014 13.636 22.189 -0.03 0.063 0.471
O -1.933 13.852 32.398 -0.059 0.13 -0.45
O 6.9 10.861 29.58 0.075 0.279 -0.41
O 2.497 9.726 29.033 0.575 -0.274 0.325
O 4.622 6.986 27.078 0.168 -0.142 -0.345
O -2.343 11.085 25.195 0.083 -0.36 0.199
O 3.836 6.308 33.546 -0.178 -0.257 -0.358
O 4.388 14.693 24.319 -0.194 -0.164 0.264
O 1.909 12.487 34.736 -0.084 -0.081 -0.194
O 7.088 9.524 23.332 0.173 0.684 0.343
O 3.702 13.355 32.49 -0.301 0.23 0.108
O 10.021 19.297 24.799 -0.019 -0.051 0.144
O 4.815 4.244 34.668 -0.18 -0.209 -0.217
O 1.847 6.609 24.963 0.405 0.138 0.255
O -4.864 10.828 29.331 0.083 -0.323 -0.117
O 6.028 8.766 25.664 -0.323 0.132 0.007
O 6.588 13.057 24.804 -0.388 -0.312 0.596
O -0.095 14.15 34.233 0.054 0.035 0.003
O -5.19 8.693 33.897 -0.333 0.614 -0.001
O -4.083 17.825 24.347 0.123 0.143 0.651
O 6.525 13.275 30.483 -0.318 0.216 0.182
O 1.393 4.037 27.13 -0.314 -0.246 0.169
O 0.246 5.236 29.281 -0.307 -0.084 -0.104
O 4.532 18.106 31.962 -0.383 0.153 0.408
O 2.485 16.516 31.09 0.122 0.015 0.159
O 4.707 12.496 23.013 -0.136 -0.341 0.243
O 7.994 15.372 30.819 0.24 -0.094 -0.076
O 4.666 5.237 29.252 -0.309 0.169 0.31
O 7.508 8.344 30.165 0.49 0.121 0.425
O 2.453 6.151 28.232 0.01 0.478 0.306
O 4.512 17.199 29.54 -0.232 0.383 -0.022
O 8.668 8.85 25.383 0.537 -0.211 -0.001
O 10.729 7.04 31.901 0.241 -0.282 -0.34
O -2.043 12.094 22.865 -0.19 0.353 0.22
O -3.301 17.909 34.668 0.148 -0.171 -0.266
O -0.888 11.885 27.257 -0.151 -0.079 -0.209
O 0.316 17.905 31.149 -0.35 0.014 -0.575
O 8.323 9.537 27.894 0.294 -0.282 0.355
O -2.706 5.421 22.167 -0.073 -0.044 0.327
O -4.412 18.636 31.539 0.475 -0.338 0.262
O -0.316 8.148 25.091 -0.525 0.113 0.254
O 5.121 11.32 31.49 0.04 -0.548 -0.229
O 0.159 6.365 26.952 -0.63 -0.189 0.267
O 9.326 6.14 22.914 0.276 -0.293 0.234
O 0.929 13.658 28.001 0.269 0.126 0.159
O 10.541 10.279 26.828 0.434 -0.24 -0.382
O -1.496 19.618 31.916 -0.409 -0.608 -0.316
O -2.315 16.072 25.205 0.23 0.067 0.001
O 10.221 15.295 27.715 -0.155 0.075 0.04
O -3.583 4.822 31.951 -0.194 0.396 -0.26
O 2.566 11.487 31.088 -0.064 0.451 -0.053
O 5.65 7.042 31.607 -0.066 -0.007 -0.219
O -3.53 11.989 31.437 0.373 0.072 -0.315
O -4.727 16.642 29.625 0.403 -0.454 0.441
O -3.533 15.658 27.48 0.095 -0.004 0.383
O 4.005 4.429 26.944 0.506 -0.122 -0.068
O -3.515 11.61 27.378 0.117 -0.127 0.336
O 10.436 12.698 27.775 -0.024 0.186 -0.01
O 2.725 4.093 24.786 0.24 -0.314 -0.163

Results
total energy: -101655.951 eV
total energy less fixed offsets of O -438.35, Si -107.03 eV per atom: -2.751 eV
